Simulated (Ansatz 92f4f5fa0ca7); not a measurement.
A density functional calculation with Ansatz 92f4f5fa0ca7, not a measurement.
Periodic cell of 144 atoms, Si90O54, from a study of silicon, its oxide and their interface. The atomic structure is a simulated model.

Settings
functional: r2SCAN
potential files: Ansatz norm-conserving
basis: plane waves
wave-function cutoff: 1300 eV
density cutoff ratio: 4
exchange-correlation grid ratio: 1
k mesh: 2 x 2 x 1, shifted by 0.5 0.5 0.5 of a step
self-consistency stop: 5e-08 eV per atom in the density residual
occupations: Fermi-Dirac, 0.05 eV
spin: none
net charge: 0

Cell vectors (angstrom)
a	11.54	0	0
b	0	11.54	0
c	0	0	18.5512

Atoms and the computed forces on them: element, x, y, z (angstrom), force x, y, z (eV/angstrom)
Si	-1.8828	0.1258	0.9526	-0.4854	0.01	0.0118
Si	0.0985	1.3337	-3.0943	0.5591	0.0018	-0.2645
Si	-0.0981	7.2024	0.3636	0.6482	-0.2181	0.1954
Si	4.2714	-0.8187	1.0615	0.3618	-0.0148	-0.3179
Si	0.829	5.1062	-0.1909	-0.3291	0.054	-0.7691
Si	4.2367	8.5926	0.1018	0.1231	-0.2406	0.2993
Si	7.5299	-0.6305	-1.4363	-0.3542	-0.3167	0.1241
Si	9.5819	4.3267	-0.6794	0.5679	-0.0171	-0.1605
Si	7.3605	8.0196	-0.3818	-0.0062	-0.0826	0.7264
Si	2.0172	-0.2113	1.3695	0.028	0.0916	0.2188
Si	2.3119	4.1387	1.2792	-0.4323	0.0445	0.4618
Si	1.8014	7.6916	1.6389	0.4272	-0.1639	-0.7587
Si	5.5062	0.9141	0.1247	-0.9546	-0.4578	-0.3047
Si	6.3554	4.0277	1.6215	-0.0164	0.5142	0.0754
Si	5.9662	7.8024	1.529	0.0699	-0.2429	-0.5152
Si	11.64	-0.1681	-0.1945	0.4211	0.2997	-0.7737
Si	8.7367	3.8392	1.4251	0.1956	-0.0272	0.331
Si	9.3878	8.0026	1.0073	-0.3954	-0.1162	0.1823
Si	1.8628	1.6943	2.711	-0.5105	-0.2415	-0.43
Si	2.0831	5.8155	2.9366	0.1594	-0.1678	0.1067
Si	1.849	9.6049	2.9215	0.0836	-0.1646	0.0856
Si	5.8389	1.9499	2.5192	0.0163	-0.0177	-0.4358
Si	5.8543	5.9025	2.9006	0.0437	0.04	-0.0084
Si	5.5859	9.7229	2.8213	-0.0391	0.0396	-0.0826
Si	9.4738	1.8913	2.5231	0.2392	0.2043	-0.1182
Si	9.4997	5.5525	2.8667	-0.5703	0.4872	-0.0116
Si	9.5243	9.8753	2.5291	0.008	-0.4634	-0.2383
Si	-0.0651	1.9246	3.9901	0.0642	-0.0864	-0.0208
Si	0.043	5.8472	4.059	-0.2855	-0.1539	-0.1004
Si	-0.1486	9.6528	4.0793	-0.0446	-0.0063	-0.0619
Si	3.8992	1.9487	3.9752	-0.0989	-0.0476	-0.1373
Si	3.9601	5.8971	4.3008	0.0509	-0.0065	0.01
Si	3.7978	9.6185	4.3195	-0.0914	-0.074	-0.0259
Si	7.6531	1.8789	4.0002	0.0627	0.1035	0.2618
Si	7.6931	5.8127	4.3336	0.1757	-0.1055	0.0602
Si	7.6412	9.8383	4.0089	-0.0989	-0.0567	0.0439
Si	0.0039	0.0341	5.4073	-0.2081	0.0431	-0.0603
Si	0.1521	3.9081	5.3233	-0.3399	-0.1925	-0.1423
Si	-0.0171	7.7562	5.5261	0.0097	0.0816	0.0662
Si	3.8648	0.0979	5.543	0.1033	-0.0791	-0.0519
Si	3.9431	3.8542	5.4392	0.1408	-0.0223	-0.0511
Si	3.9398	7.7729	5.7579	0.0088	-0.012	0.3636
Si	7.6483	0.1043	5.5211	0.0769	0.1054	0.0529
Si	7.749	3.7893	5.4706	-0.2099	-0.0076	-0.1624
Si	7.7024	7.882	5.4201	0.0335	-0.0389	-0.0661
Si	1.9003	0.0949	6.8533	-0.0707	0.1941	0.0204
Si	2.0169	3.9562	6.7892	0.0288	-0.1229	0.2893
Si	1.9245	7.8389	7.0257	-0.0816	-0.1956	0.0907
Si	5.7734	0.1124	6.9986	-0.0434	0.0654	-0.1516
Si	5.849	3.9273	6.8168	-0.0425	-0.2004	-0.1115
Si	6.0084	7.8524	7.052	0.0021	0.1684	-0.0035
Si	9.6639	0.1359	6.7555	0.1297	-0.1588	-0.182
Si	9.7899	3.8988	6.643	0.092	0.2128	-0.1744
Si	9.5431	7.8065	6.8281	-0.1417	0.1853	0.1208
Si	1.5951	2.0495	8.1483	-0.2101	0.1693	0.4495
Si	2.177	5.8305	8.3289	-0.4152	0.084	0.0924
Si	1.9083	9.8391	8.3987	0.5403	-0.0222	0.7374
Si	5.8612	2.1129	8.2548	0.017	-0.0496	-0.0052
Si	6.0496	5.7878	8.258	0.1451	-0.0985	-0.0341
Si	6.1906	9.82	8.463	-0.5852	-0.1872	0.3119
Si	10.001	2.0654	8.0107	1.0169	-0.1844	0.2417
Si	9.6015	5.7632	8.0213	0.0168	-0.222	-0.4852
Si	9.6112	9.8177	8.1287	0.1958	-0.0597	0.067
Si	-3.5129	2.1547	9.2596	-0.5488	-0.7332	0.1708
Si	-0.3265	6.2719	9.6399	-0.0071	0.1683	0.1371
Si	-0.1114	9.468	9.5331	-0.1753	0.0392	0.1579
Si	4.1256	2.6757	9.8244	-0.2487	-0.4087	0.4401
Si	4.6776	7.4804	11.3779	-0.9714	0.124	-0.0556
Si	4.6138	9.5743	10.1906	0.2017	0.9542	-0.4234
Si	9.7192	6.2415	11.3919	-0.5024	-0.0184	-0.0618
Si	7.9151	4.7526	9.3879	0.4475	0.6484	0.4675
Si	8.0706	10.504	9.8127	-0.0399	0.4958	-0.1804
Si	-0.7056	-6.5518	14.1367	0.0817	-0.3682	-0.3459
Si	-8.7412	8.8364	16.1513	0.5105	0.0813	-0.0472
Si	1.0483	-1.262	14.5992	0.1569	0.2012	-0.2621
Si	5.7091	6.2604	16.0318	-0.2095	0.0128	0.1954
Si	4.1772	5.834	9.627	0.1874	-0.6674	0.1768
Si	5.0846	10.9826	12.917	-0.046	0.2537	0.0571
Si	7.7611	-1.581	14.0154	-0.181	0.2074	-0.4165
Si	9.3696	9.4735	11.5848	0.0929	0.2749	0.1504
Si	-2.1427	3.3292	14.9982	-0.051	-0.1052	0.0742
Si	4.1413	3.5775	18.4139	0.0311	0.0052	-0.2078
Si	6.2493	7.1978	13.2955	0.3434	-0.17	0.7549
Si	14.5418	-2.7902	13.3937	-0.2754	0.2335	0.2026
Si	-1.5437	6.9752	16.4048	-0.519	0.4026	-0.0676
Si	1.9956	3.5091	14.3273	0.4833	-0.186	-0.0015
Si	-0.0024	8.6775	16.8046	0.185	-0.1004	0.3764
Si	3.2674	4.8026	16.7014	-0.6114	0.6964	-0.9307
Si	4.366	13.8809	12.8232	-0.3561	-0.143	0.2672
Si	6.6583	4.2869	14.0489	-0.3939	-0.0697	0.0436
O	-2.1206	-5.588	-0.988	0.0013	-0.7455	-0.475
O	-6.1433	-4.4176	-3.8583	0.2642	-0.1315	-0.1736
O	0.4366	0.1934	-4.2054	-0.0278	-0.1351	0.4317
O	-0.7205	6.1992	-3.327	0.0338	-0.1673	0.2897
O	3.0688	7.5364	0.5432	-0.5392	0.4822	0.3563
O	4.9318	10.7709	-7.2391	-0.1341	-0.3443	-0.2783
O	6.3279	0.4898	-1.2786	0.3898	0.0697	0.5836
O	-0.34	4.0086	-0.6206	-0.3082	0.2591	-0.0431
O	1.5747	-3.2682	-1.5237	-0.0504	0.3125	-0.3187
O	1.4149	2.7464	1.4784	0.863	0.172	0.6795
O	8.8432	6.7904	1.9797	0.1999	0.35	-0.2075
O	2.867	7.9426	-3.7536	-0.0735	0.2429	-0.0598
O	8.6804	-0.0489	-0.4325	0.3571	-0.0863	0.4069
O	2.6324	2.0653	-9.1042	0.2611	0.2873	-0.4908
O	1.2852	2.4303	-3.2439	-0.2184	0.0647	-0.0072
O	7.9676	-1.0499	-2.9818	-0.0856	0.0671	0.2592
O	6.7886	6.9533	-1.5141	0.1484	0.3181	-0.014
O	6.9173	9.5405	-0.783	0.4269	0.3675	-0.5278
O	-2.2478	-3.7116	11.5995	-0.0356	0.1001	0.0151
O	1.0534	5.3986	9.5341	0.2306	0.4202	-0.547
O	6.2298	4.7841	15.5543	0.2378	0.0581	-0.2771
O	0.021	2.0419	8.7266	-0.4481	0.0195	-0.5408
O	-2.5475	3.5603	16.5701	-0.1035	0.0697	0.0652
O	-0.6772	9.9609	11.0369	-0.1314	-0.4294	-0.1915
O	6.9327	5.6819	13.2117	-0.0456	0.1781	0.0273
O	3.1146	-1.6463	9.5673	-0.0914	-0.364	-0.2998
O	14.7054	4.2552	15.1708	-0.146	0.0626	0.1244
O	5.4814	3.3949	13.3647	0.1318	0.1009	0.0581
O	4.0239	15.8054	10.1763	0.093	0.1791	-0.273
O	4.5658	13.5922	11.2526	0.0137	0.1772	-0.1298
O	8.002	-10.8902	10.0905	0.1882	-0.1161	-0.1764
O	4.5281	0.86	13.4829	0.0753	-0.113	-0.2664
O	11.6647	7.8471	9.6357	-0.1038	-0.2904	0.0045
O	8.413	5.4067	10.8277	0.0763	0.3329	0.6178
O	-2.4343	-1.434	13.0901	0.1092	-0.3034	-0.1628
O	1.6493	-1.8786	13.2122	0.1412	-0.2244	0.2476
O	3.1852	7.7262	12.1723	0.6344	-0.1027	-0.0864
O	4.2905	-1.8032	13.5811	-0.0747	-0.2589	-0.1282
O	-7.2605	6.0846	16.7663	0.0804	-0.1393	-0.0678
O	10.2068	5.5547	12.7596	-0.0615	0.1197	0.2934
O	4.1663	20.3881	17.0147	-0.3354	-0.1621	0.0505
O	6.6313	10.9278	13.3718	0.0718	-0.2642	0.0714
O	19.5284	3.3505	14.1462	0.31	0.1191	0.1965
O	7.3036	-3.1316	13.707	-0.1261	-0.1786	-0.0916
O	11.725	0.7793	16.982	-0.1923	-0.455	0.521
O	1.7456	5.329	17.0098	0.2405	-0.0817	0.0125
O	-1.3485	1.8985	14.9871	-0.2195	0.1926	0.1722
O	2.3312	10.3457	15.6609	-0.3981	-0.3874	-0.0939
O	-0.3625	-1.6831	17.8749	0.2369	0.5668	-0.2987
O	0.812	4.4758	13.7858	-0.2274	0.2829	0.1734
O	5.5783	4.3369	18.713	0.0196	-0.8231	0.1905
O	2.8355	2.8495	13.0993	0.1508	0.0581	0.1456
O	15.8768	1.9657	18.1387	0.4732	0.5452	0.348
O	-0.0846	9.3113	15.2721	0.3288	0.043	0.3327

Results
free energy: -35654.389 eV
free energy less fixed offsets of O -463.61, Si -117.95 eV per atom: -3.949 eV
pressure: -1.03 GPa
stress xx, yy, zz, yz, xz, xy (GPa, positive in tension): 0.91, 0.35, 1.85, 1.5, 2.16, -0.32
